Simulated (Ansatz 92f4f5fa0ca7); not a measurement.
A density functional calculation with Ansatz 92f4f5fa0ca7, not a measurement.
Periodic cell of 236 atoms, Si145O89P2, from a study of silicon, its oxide and their interface. The atomic structure is a simulated model.
Doubt: the cutoff is far below the 930 eV that the study's wrapper takes by default for these files, so forces and energies are approximate.
This geometry differs little from another in the collection (a relaxation step or a small displacement).

Settings
functional: PBE
potential files: Ansatz PAW
basis: plane waves
wave-function cutoff: 580 eV
density cutoff ratio: 5
exchange-correlation grid ratio: 1
k mesh: 1 x 1 x 1, Gamma-centred
self-consistency stop: 5e-08 eV per atom in the density residual
occupations: fixed
spin: none
net charge: 0

Cell vectors (angstrom)
a 11.6015 0 0
b 0 10.938 0
c 0 0 32.0622

Atoms and the computed forces on them: element, x, y, z (angstrom), force x, y, z (eV/angstrom)
Si -0.1952 -0.0644 23.271 0.0092 -0.0023 -0.0011
Si 3.6721 0.1968 23.0936 -0.0022 -0.002 -0.0019
Si 7.5581 -0.1431 23.4461 -0.0013 -0.0045 0.0053
Si 1.691 1.3727 23.4057 -0.0001 0.0053 0.0047
Si 5.7375 1.3937 23.1937 0.0034 0.0073 0.0034
Si 9.4447 1.2271 23.3729 -0.0077 -0.0031 -0.0045
Si 0.1583 5.3092 23.4622 0.009 0.0021 0.011
Si 4.1241 5.2949 23.4001 -0.0059 0 0.0058
Si 8.034 5.6038 23.5433 -0.0039 0.0058 -0.0022
Si 2.1576 6.577 23.3689 -0.0007 -0.0052 0.0012
Si 5.9703 6.7644 23.4801 0.0038 0.001 0.0087
Si 10.0102 6.8652 23.5936 0.0003 -0.0043 0.0019
Si 1.9054 2.6604 25.3752 -0.0023 0.0038 0.0026
Si 5.8317 2.649 25.2569 -0.0036 -0.0021 0.0061
Si 9.6303 2.6832 25.2696 0.0072 0.0091 0.0118
Si 11.5989 4.0009 25.3878 -0.0002 -0.001 -0.0071
Si 3.8942 3.9689 25.3251 0.0063 0.0005 -0.0017
Si 7.7425 4.0881 25.3418 0.0012 -0.0063 -0.0078
Si 1.973 8.1489 25.1901 0.0008 -0.0008 -0.0061
Si 5.7748 8.1666 25.3624 0.0019 -0.0002 -0.0068
Si 9.7116 8.2625 25.4252 0.0015 0.0025 -0.0045
Si 11.6395 9.5613 25.2596 0.0012 -0.0047 0.0075
Si 3.8657 9.5859 25.0692 -0.0035 -0.0003 0.0065
Si 7.6909 9.5171 25.4079 -0.0008 0.001 0.0046
Si 11.6503 -0.0138 27.2061 0.0029 0.0083 -0.001
Si 3.9002 -0.0582 27.1229 0 0.0002 0.0068
Si 7.7587 -0.0185 27.2851 -0.0028 0.0081 -0.0037
Si 1.9854 1.3101 27.2743 -0.0011 -0.0116 -0.007
Si 5.8268 1.3189 27.21 0.0057 0.002 0.0019
Si 9.6962 1.3291 27.2132 -0.0037 -0.0056 0.0014
Si 11.593 5.4677 27.2374 -0.0031 -0.0042 -0.0033
Si 3.8453 5.4194 27.2175 0.0038 -0.007 -0.0045
Si 7.7117 5.4587 27.2626 0.0008 0.0038 -0.0019
Si 1.9371 6.8239 27.1777 -0.0001 0.008 0.0038
Si 5.759 6.7956 27.2709 -0.0058 0.001 -0.0017
Si 9.6546 6.8125 27.2772 0.0073 -0.0024 -0.0024
Si 1.9429 2.7188 29.1719 0.014 0.0116 -0.0052
Si 5.7933 2.7121 29.1442 0.0022 -0.0053 -0.0151
Si 9.6804 2.7238 29.1466 0.0076 0.0024 -0.0148
Si 0.0131 4.0954 29.1639 -0.011 0.0016 0.0078
Si 3.8643 4.085 29.1689 -0.0046 0.0032 0.0077
Si 7.7313 4.0782 29.1738 -0.0029 -0.0026 0.0154
Si 1.9408 8.1834 29.1355 -0.0015 0.004 0.0005
Si 5.79 8.1922 29.1734 -0.0095 0.0034 0.0183
Si 9.6747 8.2013 29.1819 -0.0082 0.0072 0.0196
Si 0.0104 9.5613 29.1502 0.001 -0.0116 -0.0147
Si 3.8682 9.5654 29.1262 0.0127 -0.0096 -0.0256
Si 7.7331 9.5448 29.1916 0.0103 -0.0043 0.0001
Si 0 0 31.0965 0.0328 -0.0171 -0.0885
Si 3.8672 0 31.0965 -0.0269 0.0311 -0.2042
Si 7.7343 0 31.0965 -0.0443 0.034 0.0981
Si 1.9336 1.3673 31.0965 -0.0173 -0.0576 0.0768
Si 5.8008 1.3673 31.0965 -0.0194 -0.0478 -0.0689
Si 9.6679 1.3673 31.0965 0.0044 -0.0682 -0.0698
Si 0 5.469 31.0965 0.0106 -0.0332 0.0018
Si 3.8672 5.469 31.0965 0.015 0.0376 0.0083
Si 7.7343 5.469 31.0965 -0.0065 -0.0204 0.0183
Si 1.9336 6.8362 31.0965 0.0091 -0.021 -0.1289
Si 5.8008 6.8362 31.0965 -0.0306 -0.098 0.1009
Si 9.6679 6.8362 31.0965 0.0357 -0.1298 0.1194
Si 1.9336 2.7345 0.9679 -0.0163 0.0785 -0.0786
Si 5.8008 2.7345 0.9679 -0.012 0.0343 -0.16
Si 9.6679 2.7345 0.9679 0.0159 0.0324 0.0765
Si 0 4.1018 0.9679 -0.0708 0.0224 -0.1118
Si 3.8672 4.1018 0.9679 0.0278 -0.0151 0.0988
Si 7.7343 4.1018 0.9679 -0.0583 0.0603 0.1394
Si 1.9336 8.2035 0.9679 0.0225 0.026 -0.0407
Si 5.8008 8.2035 0.9679 -0.0852 0.0449 0.0061
Si 9.6679 8.2035 0.9679 -0.0416 0.0569 0.094
Si 0 9.5708 0.9679 -0.0653 -0.0016 -0.0304
Si 3.8672 9.5708 0.9679 0.014 -0.022 0.0705
Si 7.7343 9.5708 0.9679 0.0409 -0.0364 0.0306
Si 11.5891 0.0012 2.9009 0.0088 0.0324 0.0232
Si 3.8491 0.0091 2.9183 -0.0261 0.0264 0.0355
Si 7.7304 0.0026 2.8956 0.0084 0.0407 0.0242
Si 1.9168 1.371 2.8816 0.0238 -0.0541 0
Si 5.8048 1.3554 2.8734 0.0003 -0.0153 -0.0066
Si 9.6461 1.375 2.9177 0.0117 -0.0187 -0.0148
Si 11.5564 5.4976 2.8703 0.0141 0.0055 -0.0275
Si 3.853 5.458 2.9255 -0.02 0.0154 -0.026
Si 7.6943 5.5108 2.8986 -0.0226 -0.0118 0.0158
Si 1.916 6.8119 2.8775 -0.0152 0.0154 0.0068
Si 5.7623 6.8717 2.9202 0.001 0.0034 0.0132
Si 9.6234 6.8633 2.9256 0.04 -0.0091 -0.0173
Si 1.8548 2.7224 4.8025 0.0577 0.0997 -0.1334
Si 5.8256 2.7376 4.7743 -0.0203 -0.0125 0.0085
Si 9.57 2.8079 4.8177 0.0057 0 -0.0014
Si 11.5386 4.1104 4.7601 -0.0441 -0.0103 0.0148
Si 3.868 4.0391 4.8408 0.0012 -0.0121 0.0841
Si 7.7035 4.2298 4.8814 -0.008 -0.0217 0.0102
Si 1.9239 8.1397 4.8195 -0.025 0.0028 0.0044
Si 5.7548 8.2989 4.8322 -0.0128 0.0081 0.0169
Si 9.62 8.2457 4.8656 -0.0396 0.0044 0.0311
Si 11.5833 9.5372 4.8144 0.0609 -0.0196 -0.0667
Si 3.7767 9.6064 4.8899 -0.0403 0.026 -0.008
Si 7.709 9.6471 4.8742 0.0159 -0.0057 -0.0429
Si 11.4981 0.1482 6.584 -0.0762 0.0469 0.0459
Si 3.5398 0.2023 6.7333 0.1205 0.031 0.0587
Si 7.6559 0.0252 6.8755 -0.0302 0.0246 0.0156
P 1.7147 1.5506 6.717 0.0046 -0.0419 0.1491
Si 5.6797 1.3348 6.6764 -0.1031 0.0333 0.0234
Si 9.5912 1.5124 6.796 0.0152 -0.0285 -0.0147
Si 11.5785 5.4879 6.6682 -0.0605 -0.0099 0.0308
Si 4.0321 5.3659 6.816 -0.0561 -0.0035 -0.1105
Si 7.7685 5.6743 6.8468 -0.0077 -0.0017 0.023
Si 2.0263 6.6212 6.6755 0.1089 0.005 -0.0227
Si 5.824 6.9613 6.7625 -0.0011 0.0053 0.0162
Si 9.7812 7.0233 6.8989 0.0689 -0.03 -0.0061
O 10.0276 8.0011 8.2571 -0.0081 0.0087 0.0115
O 7.6358 9.9029 8.1867 0.0002 -0.0006 -0.0083
O 7.4734 4.7429 8.1997 -0.0029 0.0091 0.0086
O 3.2139 10.4614 8.2217 -0.0086 0.0262 0.0095
O 2.0911 7.5751 8.0207 -0.0281 -0.0075 0.0165
O 4.2009 4.485 8.2631 -0.0123 -0.1399 0.0857
O 9.8328 2.4322 8.1785 0.0169 0.001 0.0121
O 11.5037 4.5238 8.0126 0.0138 0.0016 -0.0068
O 5.6902 2.4264 7.9702 -0.1037 0.0095 0.0156
O 5.7844 7.9388 8.125 0.0285 0.0004 -0.0127
O 11.3554 10.3307 8.0522 0.0293 -0.0218 0.0053
O 11.2651 10.0823 21.7957 -0.0019 0.0035 -0.0008
O 3.2371 10.7169 21.5101 0.0031 0.0028 -0.0015
O 5.7894 7.76 22.154 0.0008 0.0041 -0.0098
O 4.2239 4.4447 21.9524 0.0034 -0.0015 -0.0077
O 7.6945 9.6751 22.1894 0.0037 0.0005 -0.0066
O 10.3286 7.6569 22.1688 0.0002 0.0034 -0.0045
O 1.626 2.4023 22.1028 -0.0001 -0.0008 -0.0056
O 5.9529 2.4348 21.8926 0.0034 -0.0013 -0.0056
O 8.4363 4.7064 22.2015 0.0029 -0.002 -0.0041
O -0.0732 4.4433 22.0414 -0.0014 -0.0053 -0.0078
O 2.3361 7.351 21.9178 0.0007 -0.0007 -0.0118
O 9.1279 1.8994 21.8854 0.0031 -0.0013 -0.0016
Si 1.9303 7.8377 9.5953 -0.0041 -0.0188 -0.0347
Si 5.0648 0.5784 17.6717 0.0017 0.0023 0.0098
Si 2.5337 5.4125 13.9824 0.0033 -0.0084 -0.0012
Si 10.5263 3.939 14.0061 -0.0042 0.0014 0.0066
Si 8.3098 2.3923 15.2794 -0.0019 0.0004 0.0079
Si 9.5493 2.2399 20.3556 0.0036 0.0042 0.0051
Si 10.6077 3.6211 9.0145 -0.0038 0.0045 -0.0363
Si 0.0587 2.3525 11.5579 -0.0055 0.023 -0.0098
Si 11.0858 8.176 15.3971 0.0012 0.0004 0.01
Si 5.2006 6.9272 14.0169 0.0101 0.0022 0.0052
Si 5.9892 2.6853 11.1938 0.0316 -0.0029 -0.0311
Si 8.5831 7.663 19.3775 0.0003 -0.0019 0.0118
Si 8.1113 4.8378 20.6158 -0.0017 0.0015 0.0116
Si 5.9673 9.5909 15.186 0.0036 0.0041 0.0092
Si 2.1153 7.6331 20.335 0.0009 0.0039 0.015
Si 1.9197 4.8909 18.7714 -0.0012 -0.0017 0.0148
Si 4.4944 3.4274 18.0358 0.0035 -0.0025 0.0105
Si 8.5449 8.9371 16.8118 0.0002 -0.0004 0.0058
Si 0.8966 9.5054 13.2798 0.0019 0.0001 0.0119
Si 9.968 10.6723 11.6889 -0.0055 0.0009 0.0082
Si 5.3483 3.6941 21.024 -0.0004 0.0028 0.013
Si 0.6151 5.5261 16.2261 -0.0002 0.0008 0.0113
Si 10.81 9.1978 9.0812 0.0066 0.0137 -0.0354
Si 6.5787 8.8892 21.2861 0.0013 -0.0048 0.0136
Si 7.1619 7.1796 11.5004 0.0056 -0.0188 -0.0112
Si 2.7293 0.784 12.238 -0.0036 0.0057 0.0162
Si 10.8928 8.6779 21.036 0.0016 -0.0019 0.0087
Si 6.0454 4.3269 15.6837 -0.0045 -0.0052 0.0033
Si 7.1622 0.4667 12.9931 -0.0021 0.0109 0.0008
P 4.2352 2.8632 8.6228 0.2403 0.0496 -0.0856
Si 0.9137 6.7659 11.8866 0.0022 -0.0043 -0.0141
Si 6.518 9.0685 9.0592 -0.009 -0.0271 -0.0296
Si 0.6664 3.2879 21.1411 0.0004 0.0055 0.0124
Si 9.8205 6.5975 12.8856 -0.0084 0.0044 -0.0004
Si 7.8787 4.5997 9.7695 -0.005 -0.009 -0.0319
Si 4.0027 10.0626 20.2095 0.0038 -0.0055 0.0105
Si 4.3435 3.0498 13.5411 0.016 -0.0059 -0.0069
Si 3.8068 10.1096 9.7051 0.0226 0.0093 -0.0379
Si 8.0894 0.7897 18.0355 -0.0006 0.0017 0.0089
O 11.4537 3.3416 12.8225 0.0007 -0.0005 -0.0035
O 9.5052 4.5389 9.8124 0.0087 -0.0022 0.0061
O 8.8055 3.5941 19.8529 0.0019 -0.0032 -0.0049
O 4.0796 -0.0935 18.7875 0.0021 -0.0013 -0.0042
O 11.3003 4.5973 15.2707 -0.0004 -0.0007 -0.0057
O 9.8875 9.8629 10.2614 0.0057 -0.0043 0.0049
O 3.8575 1.5469 13.1414 0.0034 0.0026 -0.0036
O 0.691 9.1234 14.8526 0.002 0.0019 -0.0066
O 6.502 1.0025 18.3494 0.0038 0.0015 -0.0057
O 4.7382 3.1395 19.6273 -0.0009 -0.0021 -0.0087
O 6.3821 1.1942 11.7445 0.0074 -0.0043 0.0172
O 0.5554 8.6809 9.8325 -0.003 0.0021 0.0073
O 5.6639 4.3043 17.2796 0.0041 0.0024 -0.0029
O 8.5023 7.3641 12.3826 0.0023 -0.0001 0.0028
O 4.6896 2.8275 10.1779 -0.0949 -0.0077 -0.0552
O 2.1057 5.5706 15.5447 0.0018 -0.0024 -0.0048
O 3.4088 0.1907 10.89 0.004 -0.0054 -0.0042
O 5.946 7.17 12.5814 0.0003 0.0013 0.0027
O 2.2901 6.3561 19.3585 0.001 -0.0013 -0.0062
O 0.6596 4.9311 17.7386 0.0032 0.0025 -0.0075
O 8.4985 10.6776 12.3993 0.0105 0.0045 -0.0082
O 5.4219 10.1594 9.56 -0.0228 0.0064 0.0141
O 0.6059 8.2099 20.1978 -0.0004 0.001 -0.0053
O 9.7621 2.6589 14.634 0.0018 0.0042 -0.0084
O 2.0921 10.5912 13.2097 -0.0021 -0.0021 0.0028
O 10.0048 9.1205 16.1366 0.001 -0.0009 0.0011
O 6.188 10.3243 13.7371 0.0035 0.0006 -0.003
O 7.4876 1.5423 14.1698 0.0032 -0.0005 -0.0019
O 1.6276 3.9272 20.0248 0.0029 0.0041 -0.0074
O 5.9142 5.7935 14.9724 -0.0003 -0.0051 0.0001
O 7.3999 8.963 15.6666 0.007 0.0014 -0.002
O 1.5384 1.7363 11.7176 0.0039 -0.0039 -0.002
O 7.1036 8.3897 10.4137 -0.007 0.0205 -0.0036
O 4.32 1.9784 17.292 0.0025 0.0014 -0.0014
O 7.3119 3.2297 10.4364 -0.0144 -0.0007 0.0268
O 11.6495 7.0425 16.4084 0.0035 0.001 -0.0036
O 8.296 10.1485 17.832 0.0016 0.0008 -0.0028
O 3.2535 8.6318 10.1084 0.0006 0.0101 0.007
O 7.5862 3.8281 15.5409 0.0032 -0.0046 -0.0008
O 3.1462 4.3008 17.9033 0.0014 -0.0003 -0.0043
O 2.9797 3.9108 13.5877 -0.005 0.0144 -0.0012
O 1.3964 8.214 12.4436 0.0042 0.0009 -0.0031
O 1.2469 5.6908 13.0425 0.0104 0 -0.0077
O 5.0205 8.305 14.8751 0.0022 0.0005 -0.0012
O 11.171 2.3824 20.3413 0.0004 -0.0004 -0.0048
O 11.0656 10.0078 12.6888 0.0013 0.0046 -0.0075
O 5.47 3.5761 12.4644 -0.0001 0.0032 -0.0001
O 5.0648 3.2164 14.983 0.0032 0.0046 0.0039
O 6.4802 4.7852 20.547 0.0018 -0.0014 -0.0063
O 8.4967 1.5955 16.6822 0.0023 0.0019 -0.0081
O 10.4413 1.2735 11.459 0.0066 -0.0014 0.004
O 10.9059 6.6598 11.6617 0.0076 -0.0007 0.0064
O 3.2678 8.6658 19.8504 0.0029 0.0025 -0.0063
O 1.7382 6.4832 10.5 -0.0022 0.0161 0.0239
O 7.1694 8.1987 19.9568 0.0024 -0.0008 -0.0048
O 8.5112 7.5903 17.7441 0.0029 0.0021 -0.0065
O 3.7063 6.4553 13.6217 0.0008 -0.0018 0.0026
O 9.522 5.0555 13.3402 0.0104 -0.0004 0.0019
O 5.5293 9.9903 20.7567 -0.0009 0.0026 -0.0055
O 10.3776 7.4212 14.1542 0.0008 0.0041 -0.0002
O 8.7715 6.1543 19.9436 0.0021 0.0006 -0.0048
O 7.2391 5.8004 10.6478 0.0141 0.0001 0.0105
O 5.3117 10.5597 16.3486 0.0048 0.0003 -0.007
O 9.0543 1.1241 19.294 0.0021 -0.001 -0.0061
O 11.6677 3.1055 10.121 0.0033 -0.0084 0.0312
O 9.7443 8.6979 19.8801 0.0008 0.0009 -0.005

Results
free energy: -144302.385 eV
free energy less fixed offsets of O -568.88, P -755.39, Si -635.61 eV per atom: 2.165 eV

The program warned: the cutoff lies below the one the program advises for these potential files; the forces do not sum to zero within the program's tolerance; the exchange-correlation potential is rough where the density is thin.
